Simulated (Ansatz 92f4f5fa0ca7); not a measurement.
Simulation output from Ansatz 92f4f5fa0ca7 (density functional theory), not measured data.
Periodic cell of 237 atoms, Si146O90P1, from a study of silicon, its oxide and their interface. The atomic structure is a simulated model.
Doubt: the cutoff is far below the 930 eV that the study's wrapper takes by default for these files, so forces and energies are approximate.
This geometry differs little from another in the collection (a relaxation step or a small displacement).

Settings: functional PBE; potential files Ansatz PAW; basis plane waves; wave-function cutoff 580 eV; density cutoff ratio 5; exchange-correlation grid ratio 1; k mesh 1 x 1 x 1, Gamma-centred; self-consistency stop 5e-08 eV per atom in the density residual; occupations fixed; spin none; net charge +1 e, with a uniform compensating background and no finite-size correction.

Cell vectors (angstrom)
a  11.6015  0  0
b  0  10.938  0
c  0  0  32.0622

Atoms and the computed forces on them: element, x, y, z (angstrom), force x, y, z (eV/angstrom)
Si  -0.1947  -0.0614  23.2752  0.0022  0.0034  0.0041
Si  3.6688  0.2042  23.1038  0.0039  0.0032  0.0059
Si  7.5534  -0.1372  23.4498  -0.0022  0.0009  0.0036
Si  1.6876  1.3779  23.4213  -0.0035  -0.0036  0.0035
Si  5.7359  1.4014  23.1883  -0.0016  -0.003  0.0042
Si  9.442  1.2278  23.3628  0.0025  -0.0014  0.0046
Si  0.1604  5.3124  23.4632  -0.002  -0.0015  0.0039
Si  4.126  5.2942  23.4008  0.0023  -0.0015  0.0014
Si  8.0369  5.6096  23.5514  -0.0045  -0.0028  0.0028
Si  2.1603  6.5766  23.3708  -0.0037  -0.0002  0.0011
Si  5.971  6.7655  23.4826  0.001  0.0016  0.0042
Si  10.0125  6.8688  23.6065  0.0011  0.0058  0.0027
Si  1.9039  2.667  25.3922  0.0013  0.0024  -0.0036
Si  5.8343  2.6554  25.2544  0.0011  -0.0004  -0.0052
Si  9.6299  2.686  25.2672  -0.0011  0.0002  -0.0017
Si  11.5963  4.0054  25.3929  0.0015  -0.0004  -0.0001
Si  3.8954  3.9713  25.3315  -0.0016  -0.0026  0.0027
Si  7.7446  4.0933  25.3517  0.0007  0.0005  0.0023
Si  1.9731  8.1513  25.1931  0.0024  0.0041  0.0007
Si  5.7766  8.1697  25.3674  -0.0018  0.0008  0.0005
Si  9.7122  8.2659  25.4428  -0.0005  0.0006  0.0034
Si  11.6395  9.563  25.2662  -0.0009  -0.0037  -0.0051
Si  3.8662  9.5877  25.0713  0.0006  -0.0043  0.0003
Si  7.6919  9.521  25.4157  0.0024  -0.0022  -0.0026
Si  11.6502  -0.0106  27.2107  -0.0023  0.0006  0.0011
Si  3.9043  -0.0538  27.118  -0.0003  0.0003  -0.0017
Si  7.7615  -0.0199  27.2971  0.0007  -0.001  -0.001
Si  1.987  1.3106  27.2895  0.0016  -0.0009  0
Si  5.833  1.3208  27.2025  -0.002  0.0009  0.0009
Si  9.6957  1.3309  27.2124  0.0006  0.0015  -0.0003
Si  11.5903  5.4733  27.2426  0.0016  0.0021  0.0007
Si  3.8483  5.4243  27.2222  -0.0025  0.0031  -0.0013
Si  7.715  5.4658  27.2738  0.0006  0.0003  -0.0003
Si  1.9373  6.8241  27.1789  -0.0008  -0.0041  -0.0019
Si  5.7619  6.8014  27.2788  0.0028  -0.0007  -0.0016
Si  9.6551  6.8218  27.3006  -0.0031  0.0002  -0.0025
Si  1.945  2.7238  29.188  -0.0018  0.0008  0.0035
Si  5.7976  2.7231  29.1262  -0.0008  -0.0012  0.0028
Si  9.6804  2.7279  29.1451  -0.0007  -0.0008  0.0016
Si  0.0128  4.0959  29.165  0.0022  0.0003  -0.0007
Si  3.8661  4.0909  29.1746  0.0005  -0.0023  -0.0017
Si  7.7353  4.086  29.1859  0  0.0019  -0.0018
Si  1.9409  8.1909  29.1303  0.0013  0.0009  -0.0009
Si  5.7982  8.1866  29.1912  0.0002  -0.0009  -0.0003
Si  9.6707  8.1945  29.2224  0.0012  -0.0012  -0.0004
Si  0.0059  9.5562  29.15  -0.0014  -0.0007  0.0016
Si  3.8755  9.558  29.1079  -0.0005  -0.0008  0.0015
Si  7.7359  9.5512  29.2155  -0.0007  0.0009  0.0025
Si  0.0024  0.0048  31.0858  0.001  0.0015  0.0012
Si  3.8607  0.0106  31.0551  -0.0004  0.0021  0.0007
Si  7.7311  0.0168  31.1208  -0.0001  -0.0016  0.0001
Si  1.9297  1.3737  31.1203  0.0006  -0.0004  -0.0001
Si  5.7932  1.376  31.0681  -0.0005  0.0012  -0.0009
Si  9.6725  1.3719  31.0953  -0.0004  -0.0009  -0.0005
Si  0.0091  5.4691  31.0974  0  -0.0017  0.0017
Si  3.8721  5.4758  31.1035  0.0006  0.0007  0.0017
Si  7.7415  5.4567  31.1277  0.0004  -0.0019  0.0007
Si  1.9395  6.8364  31.0859  -0.0009  0.0005  0.0019
Si  5.8079  6.8276  31.1187  -0.0004  0.0028  0.0008
Si  9.6759  6.8238  31.146  0.0014  0.0031  0.0023
Si  1.9308  2.7558  0.9916  -0.002  0.0011  0.004
Si  5.7864  2.748  0.94  0.0004  -0.0017  -0.001
Si  9.6781  2.7358  0.9839  0.0018  0  0.0009
Si  -0.0022  4.1229  0.9741  0.0043  -0.0014  -0.0002
Si  3.8574  4.127  0.9856  -0.0006  -0.0022  0.0008
Si  7.7393  4.1013  1.0076  -0.0006  0.0024  0.0004
Si  1.9312  8.2356  0.9549  0.0009  0.0033  -0.0022
Si  5.7974  8.2282  0.9627  0.0001  -0.0034  0.0008
Si  9.6657  8.2208  1.0048  -0.0021  -0.0032  0.0013
Si  -0.0082  9.5928  0.9727  0.0006  -0.0003  0.0026
Si  3.8651  9.5959  0.949  -0.0023  -0.0009  0.0011
Si  7.7363  9.5816  0.9845  0.0024  0.004  0.0024
Si  11.624  0.0286  2.9111  0.0072  -0.0006  0.001
Si  3.8418  0.0199  2.9043  -0.0012  -0.0024  0.0034
Si  7.7398  0.0157  2.9056  0.0013  -0.0068  0.0032
Si  1.9342  1.4118  2.9347  -0.0019  -0.0004  -0.0048
Si  5.8102  1.3585  2.8451  -0.0034  0.0073  0.0046
Si  9.6625  1.3752  2.9346  -0.0023  0.0046  0.0034
Si  11.5623  5.5181  2.8975  0.0037  0.0039  -0.0009
Si  3.8864  5.5051  2.9352  0.0023  0  0.0006
Si  7.735  5.5128  2.9248  0.0003  -0.0007  -0.0005
Si  1.9203  6.8363  2.8736  -0.0058  -0.0088  -0.0064
Si  5.8136  6.87  2.8852  -0.0006  -0.0007  -0.0002
Si  9.6529  6.906  2.9721  0.0006  0.0038  0.0023
Si  1.909  2.8297  4.8402  0.0004  -0.0017  0.0049
Si  5.8386  2.7212  4.7487  0.0003  -0.0083  -0.0023
Si  9.5911  2.8017  4.8306  -0.0011  -0.0037  -0.0042
Si  11.5385  4.1301  4.7905  -0.0027  0.0023  0.002
Si  3.9181  4.091  4.8336  -0.0035  -0.0018  -0.0007
Si  7.7126  4.2109  4.8892  -0.0034  0.0048  0.0053
P  1.8949  8.1453  4.8091  -0.0007  0.0094  0.0166
Si  5.7985  8.245  4.7958  -0.0061  0.0027  0.0022
Si  9.6561  8.3016  4.9231  -0.0009  -0.002  0.0057
Si  11.6335  9.6485  4.8855  -0.0015  0.0013  0.0013
Si  3.8041  9.4954  4.8029  0.0088  -0.0088  -0.0046
Si  7.7158  9.6916  4.9015  0.0089  0.0077  0.0033
Si  11.5974  0.2278  6.7853  0.0095  -0.0079  -0.0023
Si  3.7313  -0.0527  6.6785  -0.0099  0.0016  -0.0062
Si  7.7098  0.063  6.9308  -0.0037  -0.0141  -0.0136
Si  2.0367  1.5118  6.783  0.0013  0.0056  -0.0088
Si  5.7036  1.2727  6.6212  0.0178  0.0126  -0.0139
Si  9.6438  1.5287  6.8182  -0.0001  0.0113  -0.0074
Si  11.502  5.5027  6.6951  0.0101  0.0101  -0.01
Si  4.0034  5.4325  6.7864  0.0011  0.0169  -0.0061
Si  7.7352  5.6616  6.843  0.0061  -0.0016  -0.0132
Si  1.9739  6.6398  6.6564  -0.0015  -0.0178  -0.0233
Si  5.8219  6.9824  6.7642  -0.0004  -0.0035  -0.0149
Si  9.7423  7.0422  6.9393  -0.0111  -0.0004  -0.0147
O  9.9975  7.9671  8.3199  0.0136  0.0182  0.017
O  7.6721  9.9334  8.2286  -0.0044  -0.009  0.0132
O  7.3893  4.7223  8.1696  0  -0.0069  0.0164
O  3.3626  10.3612  8.2246  -0.0012  -0.0095  0.0158
O  2.0267  7.5927  7.9855  -0.0016  0.0104  0.0153
O  3.9693  4.594  8.241  0.0013  -0.0193  0.0103
O  9.8318  2.4545  8.1952  0.0047  0.0093  0.0064
O  2.588  2.3468  8.1418  0.0053  0.0026  0.0021
O  11.4229  4.5944  8.0774  -0.008  -0.0204  0.0175
O  5.3195  2.3705  7.7983  -0.012  0.0099  0.0133
O  5.8168  7.9933  8.0887  0.0034  0.0134  0.0108
O  11.2452  10.3374  8.1571  -0.0189  -0.0194  0.0077
O  11.2788  10.0871  21.8019  -0.0019  -0.0093  -0.0024
O  3.2211  10.716  21.5323  0.0001  -0.0061  -0.0069
O  5.7831  7.7629  22.1626  0.0011  0.007  -0.0042
O  4.2266  4.4431  21.957  0.0017  -0.005  -0.0018
O  7.6813  9.6793  22.1989  -0.0026  -0.0065  -0.0016
O  10.3246  7.6771  22.1939  0.0036  0.0072  -0.0041
O  1.617  2.4063  22.1219  -0.0026  0.0084  -0.0026
O  5.9496  2.4341  21.8845  -0.001  0.0099  -0.0023
O  8.4449  4.7025  22.2202  0.0016  -0.0034  -0.0049
O  -0.0731  4.4485  22.045  0.0009  -0.0069  -0.0016
O  2.34  7.3549  21.9262  0.0004  0.0026  -0.0068
O  9.1261  1.8834  21.8709  0.0004  0.0077  -0.0078
Si  1.9151  7.8059  9.5902  0.0037  0.0069  0.0001
Si  5.0383  0.5776  17.6925  -0.0013  -0.0014  -0.0039
Si  2.4868  5.4191  14.0072  -0.0065  0.0009  0.0061
Si  10.5577  3.8555  14.0436  0.0011  0.0012  0.0008
Si  8.2719  2.3939  15.2648  0.0009  -0.002  0.0004
Si  9.5501  2.2454  20.3428  -0.0012  0.0016  0.002
Si  10.5351  3.6554  9.0758  -0.0027  0.006  -0.0122
Si  0.0424  2.309  11.5701  -0.003  0.0008  0.0007
Si  11.0268  8.1207  15.392  -0.0023  -0.0022  -0.0007
Si  5.1589  6.935  13.9963  0.0024  -0.0008  0.002
Si  5.7564  2.6162  11.129  -0.0042  0.0049  -0.0018
Si  8.5801  7.6735  19.391  -0.0001  0.0003  -0.0041
Si  8.1201  4.848  20.6325  -0.0009  -0.0016  -0.0042
Si  5.9129  9.5857  15.2078  -0.0004  0.0007  0.0011
Si  2.1119  7.6319  20.3411  -0.0031  0.0036  -0.0034
Si  1.9254  4.888  18.7846  0.0001  -0.0004  -0.0038
Si  4.4979  3.4417  18.0192  -0.0006  0.0024  -0.0006
Si  8.5077  8.9248  16.8116  -0.0001  0.0011  0
Si  0.8367  9.4736  13.3038  -0.0001  0.0009  0.0042
Si  9.9115  10.6574  11.7439  0.0024  0.0005  0.0037
Si  5.354  3.7033  21.0194  0.0003  -0.0016  0.0022
Si  0.5791  5.515  16.2579  0.0016  -0.0013  -0.0015
Si  10.7663  9.1598  9.166  0.0126  -0.0065  -0.0175
Si  6.5662  8.8953  21.2902  0.0007  0.0006  -0.0001
Si  7.1203  7.107  11.4993  0.0026  -0.0016  -0.0034
Si  2.6794  0.7319  12.2339  0.0022  -0.0035  0.0025
Si  10.8912  8.6824  21.0458  -0.0001  0.0025  0.0008
Si  6.0374  4.334  15.6423  -0.002  0.0001  0.0016
Si  7.0797  0.4919  12.9903  -0.0006  0.0007  0.003
Si  4.0395  2.9851  8.6049  0.0002  0.0047  -0.01
Si  0.8768  6.7439  11.8747  0.0055  -0.0016  0.0012
Si  6.5767  9.0525  9.0896  -0.0007  0.0013  -0.0124
Si  0.6679  3.29  21.1456  -0.0004  -0.0009  -0.0006
Si  9.8093  6.5032  12.8786  -0.0048  -0.0002  0.0069
Si  7.721  4.532  9.7575  0.0045  0.0007  -0.0074
Si  3.983  10.0712  20.2229  -0.0006  0.0002  0.0018
Si  4.2627  3.0425  13.5373  0.002  -0.002  0.0046
Si  3.8627  10.0156  9.7522  0  -0.0076  -0.0053
Si  8.0609  0.7811  18.0346  0.0034  0.0004  -0.0073
O  11.5147  3.2156  12.9015  -0.004  0.0051  0.005
O  9.3488  4.4703  9.8576  -0.0033  0.0006  -0.0036
O  8.8108  3.6091  19.8614  0.0013  -0.0008  0.0047
O  4.0387  -0.0625  18.8147  0.0013  0.0039  -0.0013
O  11.3193  4.5345  15.3006  -0.0004  -0.0001  0.001
O  9.8463  9.7796  10.3537  -0.0046  0.0075  0.0064
O  3.7729  1.5352  13.142  0.0023  0.004  -0.0033
O  0.6663  9.0349  14.8629  -0.0002  -0.0019  0.001
O  6.4782  0.964  18.385  0.0001  -0.0019  0.0041
O  4.7582  3.1664  19.6116  -0.0045  -0.0017  -0.0047
O  6.2526  1.1798  11.7464  0.0046  -0.0068  -0.0007
O  0.5625  8.6772  9.8376  -0.0032  0.006  -0.0115
O  5.6481  4.3187  17.2361  0.0014  0.0004  0.0014
O  8.4512  7.2075  12.3983  0.0066  -0.0003  -0.002
O  4.4127  2.6413  10.1549  0.0091  -0.0047  0.0093
O  2.0572  5.6513  15.5586  -0.0005  -0.0004  -0.0011
O  3.3852  0.0549  10.9338  -0.0065  0.0107  0.0064
O  5.8887  7.2146  12.5526  -0.0066  -0.0001  0.0025
O  2.2972  6.3539  19.3697  -0.0012  -0.005  0.0035
O  0.6538  4.9233  17.7679  -0.0024  0.0002  0.0015
O  8.4175  10.7032  12.3878  -0.0056  0.0018  -0.0036
O  5.4801  10.0888  9.6876  -0.0015  0.0027  -0.0028
O  0.5967  8.1949  20.2097  0.0036  -0.0021  0.0048
O  9.7567  2.6007  14.6715  -0.0061  -0.0018  -0.0032
O  2.0102  10.5833  13.2335  -0.0021  -0.0031  -0.0025
O  9.9395  9.096  16.0754  -0.001  -0.0006  0
O  6.1429  10.3498  13.7762  -0.0007  -0.0026  -0.0016
O  7.4438  1.6024  14.1156  0.0016  0.0034  0.0019
O  1.6467  3.9231  20.0418  0.0042  0.0057  -0.0011
O  5.8994  5.7985  14.9253  -0.0003  -0.0018  -0.0006
O  7.3313  8.939  15.6987  0.0008  0.0004  0.0003
O  1.5172  1.6582  11.6003  0.0023  -0.0022  -0.0064
O  7.194  8.2886  10.3738  0.0028  -0.0097  0.007
O  4.3301  1.9883  17.2847  -0.0005  -0.0011  0.0018
O  7.0389  3.1597  10.2857  -0.0051  -0.0062  0.0001
O  11.5332  6.9975  16.4422  -0.0006  0.0008  0.0005
O  8.3058  10.1458  17.8306  0.0012  0.0007  0.0009
O  3.2831  8.5276  10.0801  -0.0049  -0.0023  -0.0073
O  7.5859  3.8511  15.5145  -0.0008  -0.0006  -0.002
O  3.1417  4.3049  17.8977  0.0015  -0.0018  0.0023
O  2.8983  3.889  13.69  0.0009  0.0003  -0.0058
O  1.3317  8.2101  12.4127  -0.0017  0.005  -0.0034
O  1.2175  5.6739  13.0304  0.0038  -0.0031  -0.0016
O  4.9652  8.307  14.8591  -0.0017  0.0017  -0.0022
O  11.1727  2.389  20.3415  -0.0012  -0.0013  0.004
O  10.9867  10.0015  12.7714  0.005  -0.0022  -0.0012
O  5.2916  3.578  12.3686  -0.0027  0.0013  0.0011
O  5.0819  3.209  14.9259  -0.0001  0.0005  0.0006
O  6.4888  4.8005  20.5685  -0.0002  0.0009  0.0048
O  8.3977  1.5798  16.6603  -0.0002  0.0024  0.0005
O  10.4175  1.238  11.4389  -0.0007  -0.0044  -0.0064
O  10.8722  6.6155  11.633  -0.0036  0  -0.003
O  3.2543  8.6741  19.8567  0.0007  -0.0006  0.0053
O  1.6977  6.4517  10.4789  -0.0044  -0.0008  0.0019
O  7.162  8.2092  19.9629  0.0035  -0.002  0.0009
O  8.5051  7.5884  17.7594  -0.001  0.0013  -0.0034
O  3.6742  6.4291  13.6003  0.0007  0.0002  -0.0045
O  9.5724  4.9522  13.3231  0.002  -0.0032  -0.0044
O  5.5114  9.9943  20.7671  -0.0051  0.001  0.0034
O  10.3565  7.3522  14.1328  0.0044  0.0027  -0.0009
O  8.7775  6.172  19.9752  0  0.0055  0.0035
O  7.0871  5.7144  10.6591  -0.0028  0.0095  0.0014
O  5.2595  10.5441  16.3767  0.0004  -0.001  -0.0001
O  9.0513  1.148  19.2653  -0.0047  -0.005  -0.0001
O  11.5935  3.1679  10.1887  0.0065  -0.0074  0.0074
O  9.7377  8.712  19.8975  -0.005  -0.0015  0.0017

Results
free energy: -144757.744 eV
free energy less fixed offsets of O -568.88, P -755.39, Si -635.61 eV per atom: -4.094 eV

The program warned: the cutoff lies below the one the program advises for these potential files; the forces do not sum to zero within the program's tolerance; the exchange-correlation potential is rough where the density is thin.
